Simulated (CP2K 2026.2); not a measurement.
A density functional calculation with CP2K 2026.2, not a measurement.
Periodic cell of 505 atoms, Si360O143H2, from a study of silicon, its oxide and their interface. The atomic structure is a simulated model.
Doubt: the forces sum to 1.14 eV/angstrom along one axis rather than to zero, so they err by at least 0.0023 eV/angstrom per atom on average; the grid cutoff is modest.

Settings: functional PBE; method Gaussian and plane waves; basis set DZVP-MOLOPT-SR-GTH; pseudopotentials GTH-PBE; grid cutoff 350 Ry, relative cutoff 50 Ry; k points Gamma only; occupations fixed; spin none; net charge 0.

Cell vectors (angstrom)
a 16.32 0 0
b 0 16.32 0
c -1.3429 -0.2811 33.9417

Atoms and the computed forces on them: element, x, y, z (angstrom), force x, y, z (eV/angstrom)
Si 1.116 15.114 0.029 0.131 0.102 0.249
Si 4.149 1.139 0.154 -0.089 0.068 -0.367
Si 1.066 4.621 0.121 -0.012 -0.363 -0.345
Si 3.694 6.955 0.191 0.122 0.059 -0.18
Si 1.524 9.145 0.199 -0.04 -0.052 -0.317
Si 4.377 11.962 0.075 0.013 -0.108 -0.056
Si 5.051 15.002 33.911 0.191 -0.207 -0.436
Si 9.215 1.563 0.097 0.012 -0.033 -0.152
Si 5.695 3.542 33.843 -0.148 0.012 -0.198
Si 8.469 6.37 33.888 0.074 -0.007 -0.04
Si 5.234 9.461 33.913 -0.087 0.011 -0.129
Si 9.836 11.998 0.001 -0.158 0.165 -0.375
Si 12.46 14.714 0.197 -0.037 0.035 -0.146
Si 15.32 1.1 0.049 0.121 -0.02 -0.152
Si 12.02 4.395 0.062 0.077 -0.111 -0.038
Si 15.062 6.562 0.459 -0.183 0.01 -0.235
Si 12.12 9.718 0.06 -0.014 0.111 0.064
Si 14.825 12.643 0.061 0.04 -0.162 0.072
Si 2.69 16.244 1.48 -0.213 -0.111 -0.359
Si 5.381 2.776 1.321 0.204 0.002 -0.124
Si 2.576 5.553 1.66 0.027 -0.029 -0.215
Si 5.414 8.152 1.327 -0.1 0.096 -0.266
Si 2.714 10.839 1.365 0.085 -0.03 -0.176
Si 5.448 13.596 1.394 0.008 0.052 -0.176
Si 8.036 0.003 1.38 -0.113 0.067 -0.139
Si 10.833 2.757 1.364 0.034 0.132 -0.324
Si 8.168 5.458 1.244 0.13 -0.093 -0.179
Si 10.926 8.152 1.404 0.038 0.009 -0.218
Si 8.165 10.893 1.323 0.073 -0.016 -0.186
Si 10.837 13.595 1.443 0.148 -0.097 -0.103
Si 13.658 0.033 1.414 0.051 -0.086 -0.256
Si 0.1 2.739 1.353 0.02 0.133 -0.233
Si 13.53 5.328 1.652 -0.096 0.087 -0.298
Si 0.029 8.104 1.662 -0.043 -0.037 -0.23
Si 13.714 10.891 1.343 0.059 0.161 -0.236
Si -0.001 13.673 1.53 -0.003 0.057 -0.359
Si 1.406 1.398 2.809 -0.005 0.016 0.044
Si 4.053 4.109 2.775 0.063 -0.096 0.01
Si 1.305 6.814 3.086 -0.022 0.012 0.225
Si 4.082 9.511 2.788 -0.004 -0.052 -0.011
Si 1.379 12.225 2.773 -0.035 -0.035 -0.022
Si 4.045 14.878 2.809 0.035 -0.026 0.141
Si 6.716 1.385 2.775 -0.107 0.044 0.043
Si 9.476 4.12 2.757 0.018 0.005 -0.041
Si 6.797 6.791 2.672 0.022 -0.028 0.011
Si 9.488 9.501 2.729 0.053 -0.029 0.117
Si 6.863 12.285 2.754 0.046 -0.027 0.027
Si 9.452 14.978 2.744 0.014 0.063 -0.024
Si 12.228 1.389 2.731 -0.014 0.002 -0.074
Si 14.968 3.952 2.849 0.046 -0.135 0.071
Si 12.234 6.824 2.877 -0.052 0.141 0.092
Si 14.981 9.565 2.838 -0.144 0.102 0.037
Si 12.264 12.221 2.774 -0.015 -0.102 0.046
Si 14.959 15.014 2.88 -0.08 0.054 0.141
Si 0.02 0.059 4.213 -0.073 -0.042 -0.092
Si 2.751 2.736 4.197 -0.028 -0.052 -0.018
Si -0.078 5.37 4.283 0.058 0.026 -0.031
Si 2.754 8.206 4.278 -0.003 0.017 -0.036
Si 0.016 10.916 4.195 0.002 -0.057 -0.001
Si 2.705 13.552 4.2 0.049 0.063 0.012
Si 5.39 -0.015 4.162 0.056 0.057 -0.096
Si 8.122 2.735 4.146 -0.004 0.013 -0.093
Si 5.45 5.462 4.116 -0.027 0.014 0.004
Si 8.129 8.14 4.113 0.063 0.051 -0.039
Si 5.469 10.905 4.129 -0.066 -0.035 -0.074
Si 8.169 13.623 4.176 -0.041 -0.047 0.029
Si 10.851 0.015 4.092 -0.011 0.015 0.068
Si 13.56 2.664 4.206 0.119 0.019 0.043
Si 10.833 5.456 4.189 -0.047 -0.005 -0.058
Si 13.6 8.203 4.211 -0.026 -0.049 -0.026
Si 10.864 10.859 4.144 0.097 0.026 -0.163
Si 13.579 13.609 4.203 0.002 -0.004 -0.167
Si 1.339 14.985 16.52 -0.007 -0.01 0.022
Si 4.074 1.373 16.541 -0.013 0.014 0.042
Si 1.313 4.066 16.538 -0.019 0.021 0.023
Si 4.052 6.793 16.53 0.003 0.017 0.031
Si 1.314 9.506 16.566 0.03 0.015 0.006
Si 4.086 12.258 16.497 0 -0.072 0.005
Si 6.791 14.958 16.509 0.008 0.035 0.012
Si 9.547 1.375 16.539 0.014 -0.053 0.011
Si 6.785 4.092 16.549 -0.006 0.021 0.056
Si 9.507 6.804 16.555 0.014 0.031 0.043
Si 6.806 9.534 16.53 0.004 -0.042 0.029
Si 9.529 12.253 16.548 -0.048 0.026 0.043
Si 12.223 14.966 16.567 -0.02 -0.019 0.051
Si 14.916 1.344 16.554 0.034 -0.007 0.037
Si 12.223 4.072 16.567 0.033 0.033 0.051
Si 14.948 6.79 16.584 -0.006 -0.021 0.046
Si 12.224 9.519 16.549 0.004 0.02 0.017
Si 14.952 12.254 16.539 0.015 -0.008 0.016
Si 2.734 -0.02 17.899 -0.053 0.015 -0.01
Si 5.4 2.762 17.931 0.029 -0.031 0.093
Si 2.67 5.432 17.895 0.033 -0.05 -0.003
Si 5.448 8.145 17.869 -0.024 0.077 0.062
Si 2.698 10.924 17.847 0.07 -0.01 0.107
Si 5.452 13.588 17.889 -0.002 0.029 -0.001
Si 8.18 -0.013 17.846 -0.005 0.007 0.083
Si 10.877 2.726 17.972 -0.023 -0.033 -0.01
Si 8.172 5.423 17.937 -0.087 0.032 -0.012
Si 10.852 8.18 17.93 0.023 -0.084 0.085
Si 8.136 10.929 17.916 0.08 -0.051 0.01
Si 10.906 13.575 17.956 -0.015 0.059 0.058
Si 13.539 0.026 17.968 0.04 0.02 0.029
Si -0.039 2.691 17.917 -0.027 0.059 0.066
Si 13.593 5.406 17.956 -0.048 0.006 0.128
Si -0.023 8.137 17.995 -0.029 -0.009 -0.08
Si 13.602 10.88 17.903 -0.019 0.026 0.007
Si -0.045 13.664 17.901 0.063 -0.07 0.168
Si 1.353 1.332 19.249 0.001 -0.024 -0.159
Si 3.972 4.101 19.332 -0.007 -0.045 -0.031
Si 1.336 6.719 19.338 -0.035 -0.037 0.007
Si 4.071 9.544 19.178 0.027 -0.011 -0.227
Si 1.405 12.351 19.233 -0.038 0.216 -0.07
Si 4.13 14.953 19.258 -0.08 -0.066 -0.058
Si 6.876 1.402 19.195 0.06 0.03 -0.243
Si 9.535 4.09 19.354 -0.002 0.072 -0.014
Si 6.777 6.773 19.276 0.011 0 -0.091
Si 9.503 9.591 19.288 0.012 0.036 -0.136
Si 6.781 12.268 19.325 0.026 -0.006 -0.02
Si 9.481 14.931 19.274 -0.103 0.006 -0.058
Si 12.193 1.37 19.399 0.025 -0.01 -0.028
Si 14.908 3.983 19.367 -0.042 -0.06 -0.001
Si 12.213 6.794 19.307 0 0.036 -0.185
Si 14.933 9.554 19.316 -0.008 -0.025 -0.038
Si 12.309 12.223 19.347 0.064 0.01 -0.006
Si 14.881 14.979 19.34 0.158 -0.162 0.004
Si -0.024 0.038 20.625 -0.045 -0.007 0.319
Si 2.635 2.632 20.698 0.039 0.112 0.242
Si 0.001 5.295 20.736 -0.081 -0.084 0.106
Si 2.752 8.165 20.532 0.033 0.088 0.182
Si 0.014 11 20.541 0.076 -0.242 0.224
Si 2.76 13.714 20.712 -0.074 -0.01 0.307
Si 5.574 -0.009 20.481 0.072 0.005 0.192
Si 8.168 2.719 20.683 0.011 -0.126 0.16
Si 5.367 5.465 20.679 -0.041 0.11 0.232
Si 8.102 8.227 20.577 -0.093 -0.019 0.184
Si 5.352 10.912 20.61 -0.068 -0.08 0.185
Si 8.169 13.572 20.733 0.07 0.087 0.25
Si 10.777 -0.015 20.672 -0.048 -0.072 0.16
Si 13.525 2.652 20.888 0.115 0.053 0.22
Si 10.878 5.453 20.746 0.046 0.024 0.184
Si 13.563 8.175 20.674 0.067 -0.057 0.248
Si 10.94 10.865 20.699 -0.057 -0.012 0.263
Si 13.612 13.589 20.82 -0.181 0.032 0.244
Si 1.216 14.984 22.064 0.316 0.144 0.055
Si 4.395 1.477 21.785 -0.044 -0.053 0.293
Si 0.952 3.573 22.139 0.314 0.092 0.255
Si 4.282 7.153 22 -0.037 -0.087 0.294
Si 1.588 9.766 21.749 -0.142 0.013 0.164
Si 3.759 11.991 21.996 0.045 0.091 0.406
Si 7.059 15.259 21.987 -0.178 -0.187 0.382
Si 9.272 1.153 22.098 0.086 0.097 0.289
Si 6.493 3.805 21.909 -0.046 0.198 0.541
Si 9.653 7.105 21.906 -0.075 0.034 0.247
Si 6.504 9.356 21.914 0.07 -0.038 0.22
Si 9.779 12.392 22.064 -0.02 0.019 0.205
Si 11.85 14.73 22.037 0.087 -0.183 0.035
Si 15.079 1.323 22.183 -0.151 0.019 0.019
Si 12.475 4.387 22.19 -0.126 0.034 0.364
Si 14.746 6.559 21.916 0.09 -0.002 0.214
Si 11.979 9.235 22.11 -0.174 -0.101 0.401
Si 15.425 12.563 22.043 -0.122 -0.073 0.282
Si 11.389 4.501 25.171 -0.088 0.191 0.506
Si 6.694 4.876 24.862 -0.135 -0.155 0.479
Si 11.088 13.726 27.329 -0.177 0.13 0.165
Si 12.692 5.075 27.901 0.012 0.062 0.06
Si 8.143 16.04 29.729 -0.246 0.167 -0.567
Si 5.384 4.297 30.804 0.163 -0.089 -0.668
Si 11.307 11.633 29.756 -0.093 -0.04 -0.521
Si 3.853 12.845 25.033 -0.133 0.046 0.463
Si 3.886 7.976 27.538 0.126 0.072 0.19
Si 13.836 7.821 27.562 -0.219 0.032 0.049
Si 13.068 2.272 29.016 0.26 0.025 -0.447
Si 14.052 11.996 30.995 -0.193 0.091 -0.629
Si -0.239 1.971 29.113 -0.056 0.039 -0.401
Si 0.982 4.176 27.395 -0.024 -0.009 0.181
Si 9.708 1.916 25.147 -0.122 -0.044 0.484
Si 6.91 2.446 29.059 0.124 0.016 -0.236
Si 2.386 3.689 24.926 -0.085 -0.189 0.561
Si 2.949 15.629 30.011 0.044 -0.001 -0.621
Si 0.009 7.026 26.554 -0.053 -0.152 0.331
Si 13.882 10.449 23.922 -0.232 -0.078 -0.346
Si 11.183 9.068 28.046 0.038 0.007 -0.138
Si 2.85 5.651 29.353 -0.002 0.03 -0.392
Si 1.996 15.258 25.085 0.046 -0.216 0.365
Si 4.085 1.015 24.668 0.144 0.047 0.603
Si 6.613 2.082 26.036 0.02 0.062 0.352
Si 8.725 9.246 26.488 0.149 -0.195 0.287
Si 1.53 13.359 31.752 0.021 0.021 -0.373
Si -1.072 13.383 28.432 0.161 0.092 -0.158
Si 6.313 12.204 29.014 -0.034 0.143 -0.304
Si 13.515 13.093 25.732 -0.257 0.178 0.533
Si 12.056 2.178 31.995 -0.01 0.161 -0.383
Si 8.41 11.144 31.067 -0.062 0.281 -0.611
Si 10.649 6.419 29.629 -0.107 -0.013 -0.542
Si 6.488 13.963 24.772 0.098 0.229 0.589
Si 1.854 4.753 31.847 -0.16 0.216 -0.414
Si 5.632 14.479 30.815 0.01 0.114 -0.613
Si 7.242 8.393 31.701 -0.063 0.067 -0.384
Si 7.867 5.218 29.495 0.04 -0.249 -0.458
Si 12.251 7.754 31.97 0.007 -0.126 -0.286
Si 9.825 -0.073 32.052 -0.142 -0.227 -0.524
Si 3.79 11.069 27.581 0.101 -0.073 0.105
Si 6.892 7.805 28.567 0.042 -0.068 -0.422
Si 14.986 9.156 31.383 0.341 -0.208 -0.349
Si 8.069 14.279 27.254 0.102 0.012 0.3
Si 0.804 15.695 27.847 0.048 0.018 0.122
Si 1.224 11.656 29.102 0.099 -0.191 -0.489
Si 11.828 0.354 26.792 -0.168 -0.092 0.364
Si 7.902 11.15 24.184 0.045 -0.193 0.321
Si 3.963 6.323 24.918 0.146 0.058 0.478
Si 13.546 15.817 24.36 -0.015 0.058 0.424
Si 1.859 1.874 31.299 0.007 -0.143 -0.667
Si -0.124 8.371 24.029 0.253 -0.076 0.167
Si -0.088 8.772 28.965 0.063 -0.06 -0.326
Si 9.12 6.514 24.836 0.084 0.034 0.55
Si 1.362 14.963 5.556 -0.005 0.012 -0.035
Si 4.075 1.351 5.569 -0.013 -0.004 -0.031
Si 1.363 4.06 5.593 -0.014 -0.027 0.013
Si 4.119 6.798 5.567 -0.02 0.023 -0.022
Si 1.355 9.557 5.596 0.039 0.028 0.007
Si 4.097 12.224 5.555 -0.011 -0.011 -0.053
Si 6.784 14.971 5.537 -0.008 -0.003 -0.032
Si 9.503 1.365 5.508 -0.001 0.05 -0.069
Si 6.779 4.102 5.53 0.015 -0.056 -0.065
Si 9.477 6.816 5.548 -0.003 -0.035 -0.055
Si 6.8 9.519 5.515 0 0.002 -0.06
Si 9.523 12.241 5.53 0.021 0.006 -0.039
Si 12.191 14.982 5.527 0.039 -0.03 -0.041
Si 14.941 1.355 5.595 -0.024 -0.044 -0.001
Si 12.207 4.079 5.545 0.022 0.035 -0.042
Si 14.917 6.802 5.592 -0.035 -0.005 0.046
Si 12.215 9.535 5.565 -0.034 -0.006 -0.021
Si 14.959 12.259 5.569 -0.02 0.039 -0.032
Si 2.715 -0.004 6.941 0.002 0.01 -0.008
Si 5.436 2.732 6.918 0 -0.015 0.01
Si 2.73 5.446 6.935 -0.01 -0.006 -0.018
Si 5.459 8.174 6.929 -0.016 -0.016 0.018
Si 2.729 10.899 6.954 -0.023 -0.025 0.032
Si 5.44 13.605 6.921 -0.008 0.004 0.006
Si 8.149 0.012 6.903 0 -0.013 0.002
Si 10.85 2.717 6.911 0.008 -0.02 0.002
Si 8.134 5.448 6.92 -0.007 0.025 0.029
Si 10.849 8.166 6.923 0.032 0.01 0.007
Si 8.155 10.881 6.9 0.002 -0.002 -0.002
Si 10.861 13.609 6.914 0.003 0.003 0.007
Si 13.565 -0.012 6.931 0.036 0.004 0.008
Si -0.011 2.712 6.959 0.003 0.014 0.013
Si 13.554 5.436 6.943 -0.006 0.058 -0.003
Si -0.013 8.167 6.939 0.025 -0.036 -0.015
Si 13.587 10.893 6.929 -0.003 -0.005 0.002
Si -0.005 13.618 6.94 -0.028 0.003 -0.001
Si 1.352 1.351 8.319 -0.041 -0.033 0.007
Si 4.078 4.08 8.307 -0.02 -0.003 -0.001
Si 1.357 6.805 8.302 0.003 0.028 0.002
Si 4.084 9.521 8.309 -0.028 -0.003 -0.004
Si 1.356 12.257 8.314 0.034 0.016 0.001
Si 4.079 14.958 8.306 0.002 0.012 0.001
Si 6.796 1.37 8.29 0.008 0.022 -0.003
Si 9.497 4.083 8.29 0.005 0.003 -0.01
Si 6.797 6.808 8.31 0.008 0.004 0.004
Si 9.502 9.53 8.298 0.012 0.001 -0.005
Si 6.799 12.239 8.288 -0.019 -0.005 -0.005
Si 9.5 14.968 8.286 -0.002 -0.009 0.004
Si 12.214 1.364 8.295 0.006 0.005 -0.007
Si 14.937 4.085 8.308 0.039 0.021 0.004
Si 12.203 6.807 8.306 -0.014 -0.044 0.013
Si 14.942 9.527 8.304 -0.011 -0.01 0.006
Si 12.225 12.255 8.296 0.034 0.013 0.001
Si 14.938 14.963 8.307 -0.016 -0.019 0.006
Si -0.02 -0.001 9.682 0.01 0.017 0.003
Si 2.711 2.724 9.679 0.008 0.008 0.002
Si -0.014 5.448 9.671 -0.007 -0.004 0.007
Si 2.714 8.165 9.678 0.001 -0.012 0.01
Si -0.012 10.887 9.675 0.002 -0.01 0
Si 2.716 13.61 9.688 -0.025 0.002 0.007
Si 5.437 0.009 9.669 -0.007 -0.016 -0.008
Si 8.147 2.727 9.674 0.001 -0.012 -0.002
Si 5.432 5.447 9.68 -0.012 0.009 0.002
Si 8.154 8.167 9.682 -0.005 -0.013 0.005
Si 5.44 10.887 9.676 0.003 -0.003 -0.01
Si 8.151 13.605 9.667 0.001 0.003 -0.002
Si 10.858 0.003 9.669 0.01 0.001 0
Si 13.576 2.722 9.673 0.002 -0.005 0.003
Si 10.852 5.44 9.675 0.007 0.021 0.002
Si 13.578 8.164 9.673 0.015 0.008 0.004
Si 10.869 10.888 9.668 -0.01 0.001 -0.006
Si 13.584 13.601 9.68 0.009 -0.006 0.009
Si 1.343 14.963 11.055 0.011 -0.004 0.005
Si 4.074 1.365 11.049 -0.009 0.005 -0.004
Si 1.344 4.087 11.047 -0.012 0 0.002
Si 4.067 6.802 11.054 -0.007 -0.004 -0.002
Si 1.346 9.523 11.049 0.006 0.002 0
Si 4.076 12.244 11.053 -0.004 -0.004 -0.001
Si 6.794 14.967 11.044 -0.006 -0.002 -0.002
Si 9.507 1.367 11.047 -0.005 0.002 -0.002
Si 6.791 4.087 11.053 -0.001 0.007 -0.005
Si 9.509 6.804 11.056 -0.003 -0.006 0.005
Si 6.79 9.523 11.054 -0.004 0.009 -0.004
Si 9.512 12.247 11.043 0.003 -0.001 -0.005
Si 12.223 14.967 11.044 0.008 -0.002 -0.001
Si 14.941 1.367 11.047 0.003 -0.013 0.004
Si 12.218 4.084 11.047 0.003 0.004 0.003
Si 14.941 6.804 11.046 0.013 0.007 0.005
Si 12.225 9.526 11.049 0.006 -0.003 -0.002
Si 14.945 12.24 11.053 0.003 0.001 0.004
Si 2.703 0.012 12.418 -0.003 -0.016 -0.005
Si 5.431 2.726 12.426 -0.012 -0.003 0.003
Si 2.702 5.443 12.427 0.008 0.012 0.001
Si 5.425 8.164 12.426 0 -0.008 -0.004
Si 2.709 10.883 12.422 -0.005 0.004 -0.006
Si 5.435 13.609 12.423 -0.001 0.005 -0.004
Si 8.152 0.007 12.421 0.005 0 -0.007
Si 10.863 2.725 12.427 -0.003 -0.014 0.001
Si 8.149 5.446 12.43 0.001 0.005 -0.001
Si 10.876 8.16 12.428 -0.002 0.01 0
Si 8.159 10.882 12.417 -0.016 0.002 -0.009
Si 10.871 13.605 12.42 0.006 -0.001 0.005
Si 13.584 0.005 12.417 0.006 0.022 -0.005
Si -0.022 2.732 12.421 0.021 0.002 0.002
Si 13.581 5.442 12.422 -0.002 -0.008 0.001
Si -0.019 8.164 12.423 0 0 0
Si 13.584 10.882 12.429 0.005 -0.015 0.003
Si -0.016 13.599 12.428 -0.008 -0.004 0.005
Si 1.338 1.371 13.79 -0.011 0.019 -0.006
Si 4.062 4.08 13.799 0.008 -0.005 -0.001
Si 1.336 6.801 13.8 -0.009 0.004 -0.009
Si 4.06 9.519 13.799 0.006 -0.001 -0.005
Si 1.346 12.237 13.799 0.035 -0.022 -0.004
Si 4.067 14.976 13.786 -0.026 0.021 -0.011
Si 6.799 1.371 13.798 0.006 -0.012 -0.005
Si 9.509 4.088 13.806 -0.004 0.013 0.003
Si 6.788 6.808 13.8 -0.03 0.015 -0.005
Si 9.516 9.523 13.795 0.011 -0.015 -0.009
Si 6.804 12.245 13.786 0.009 -0.021 -0.001
Si 9.517 14.97 13.792 -0.026 0 0.002
Si 12.231 1.364 13.792 0.016 -0.028 0
Si 14.934 4.083 13.802 0.003 0.01 0.008
Si 12.231 6.798 13.809 0.011 0.006 0.002
Si 14.938 9.515 13.806 0.015 0.014 -0.009
Si 12.228 12.248 13.802 -0.018 0.018 -0.002
Si 14.94 14.965 13.793 0.016 -0.017 -0.001
Si -0.03 0.017 15.16 0.028 -0.011 -0.01
Si 2.696 2.721 15.171 0.002 -0.021 0.003
Si -0.029 5.444 15.176 0.014 0.009 -0.018
Si 2.688 8.164 15.176 0.009 0.007 0.008
Si -0.019 10.877 15.174 -0.027 -0.023 0.005
Si 2.705 13.618 15.153 -0.016 -0.007 -0.002
Si 5.43 0.014 15.158 -0.011 -0.018 0.004
Si 8.156 2.727 15.183 -0.04 -0.023 0.003
Si 5.426 5.443 15.165 0.018 0.01 0
Si 8.159 8.163 15.167 -0.002 0.02 -0.003
Si 5.442 10.88 15.148 -0.019 0.016 -0.005
Si 8.167 13.602 15.16 0.025 0.024 -0.012
Si 10.883 0.002 15.168 0.005 0.037 -0.015
Si 13.576 2.719 15.181 -0.007 -0.003 -0.023
Si 10.871 5.44 15.188 -0.01 0.002 -0.006
Si 13.591 8.15 15.192 -0.007 -0.003 0.015
Si 10.872 10.882 15.172 -0.006 -0.024 -0.003
Si 13.583 13.614 15.179 0.023 -0.003 -0.002
O 5.621 2.912 29.945 -0.276 -0.099 0.511
O 13.405 3.79 28.556 0.077 -0.171 -0.024
O 8.289 15.611 28.166 0.104 0.034 0.127
O 1.478 15.639 23.588 -0.327 -0.159 -0.757
O 11.909 13.22 26.018 0.003 -0.189 -0.542
O 7.943 7.167 32.525 0.133 -0.181 0.242
O 0.327 13.992 32.654 -0.097 0.211 0.022
O 2.632 10.856 22.422 -0.052 0.118 -0.265
O 7.47 14.746 25.82 0.036 -0.004 -0.565
O 8.814 6.621 23.247 0.011 -0.145 -0.525
O 6.813 2.392 33.381 0.149 -0.119 0.543
O 2.335 4.619 28.197 0.203 -0.133 0.011
O 2.758 5.619 32.903 0.411 0.035 0.183
O 0.532 0.948 28.115 -0.121 0.13 -0.118
O 3.506 6.686 23.398 -0.229 0.198 -0.341
O 4.033 0.546 23.112 -0.11 0.117 -0.506
O 9.783 10.718 33.676 0.049 -0.284 0.173
O 1.644 4.103 23.544 -0.29 0.204 -0.481
O 15.111 9.519 24.455 -0.115 0.058 0.267
O 2.229 15.294 28.566 0.112 0.11 0.023
O -0.04 3.439 28.422 0.134 -0.038 0.206
O 13.631 5.515 22.551 0.179 -0.136 -0.612
O -0.178 2.484 22.73 0.166 0.124 -0.451
O 13.074 0.251 25.737 0.414 -0.105 -0.495
O 9.602 5.237 33.381 -0.026 0.081 0.518
O 11.552 3.568 32.696 -0.184 -0.131 0.289
O 10.376 14.888 32.735 -0.156 -0.067 0.055
O 5.501 14.383 32.429 0.092 -0.233 0.717
O 3.378 9.507 27.626 -0.108 -0.033 0.021
O 0.369 1.926 30.623 0.051 0.131 0.442
O 13.548 8.426 31.278 -0.078 -0.242 0.258
O 13.442 1.628 32.646 -0.01 -0.151 0.049
O 0.2 13.754 22.357 -0.192 -0.362 0.075
O 14.337 12.241 32.576 0.174 -0.147 0.574
O 12.467 9.644 23.671 0.132 0.162 -0.045
O 10.618 5.934 25.068 0.205 0.065 0
O 13.707 11.652 25.014 0.254 -0.24 -0.331
O 1.826 1.344 32.832 0.2 -0.11 0.496
O 5.461 7.93 27.855 -0.097 -0.046 -0.26
O 9.586 15.919 30.467 0.284 -0.168 0.684
O 8.024 12.096 32.357 -0.046 -0.005 0.646
O 14.686 8.945 28.394 0.056 0.041 -0.213
O 5.567 6.041 24.9 0.041 0.122 0.092
O 7.046 4.385 23.354 0.346 0.061 -0.664
O -1.304 15.966 33.375 -0.272 0.107 0.606
O 11.549 15.276 27.603 0.213 0.077 -0.115
O 11.204 8.895 32.483 -0.042 0.227 0.191
O 12.435 11.917 30.874 0.132 -0.169 0.175
O 7.111 15.038 30.465 0.167 -0.011 0.539
O 7.05 12.488 24.437 -0.14 -0.192 -0.238
O 2.536 3.362 31.286 0.071 0.108 0.19
O 11.372 12.83 28.652 -0.042 0.171 -0.024
O 1.69 5.716 30.512 -0.192 -0.394 0.312
O 5.094 4.067 32.381 -0.04 -0.068 0.441
O 12.268 15.599 23.379 -0.232 0.167 -0.228
O 13.561 6.4 28.337 0.19 0.011 0.232
O 10.472 0.736 25.977 -0.255 -0.249 -0.118
O 12.427 8.503 27.145 0.181 0.17 -0.118
O 0.217 5.434 26.695 -0.025 0.157 -0.194
O 9.256 5.76 30.131 0.11 0.365 0.431
O 3.129 7.102 28.681 -0.221 -0.132 0.106
O 2.513 12.493 32.694 0.262 -0.168 0.214
O 0.561 7.666 27.958 0.141 0.113 -0.077
O 3.445 2.498 24.718 0.021 0.182 0.027
O 7.108 10.079 23.259 -0.083 0.092 -0.284
O 14.819 10.603 30.645 0.193 0.096 0.239
O 11.697 10.195 29.082 -0.044 0.218 0.19
O 9.877 1.766 23.528 -0.166 -0.161 -0.83
O 10.905 1.09 32.285 -0.145 0.046 -0.002
O -0.87 7.146 23.28 0.032 -0.078 -0.177
O 9.511 13.588 26.982 -0.01 -0.144 -0.251
O 6.792 8.044 30.169 0.039 0.125 0.455
O 8.149 0.038 22.591 -0.064 0.029 -0.274
O 2.308 14.63 31.11 0.079 -0.301 0.456
O 4.08 10.545 33.366 0.062 0.026 0.566
O 8.334 9.598 31.569 0.364 -0.308 -0.038
O 2.745 11.863 28.555 0.005 0.084 0.109
O -0.785 9.37 32.89 -0.009 -0.005 0.298
O 5.595 1.063 25.287 -0.088 -0.138 -0.458
O 6.444 1.829 27.635 0.022 -0.206 0.055
O 12.232 13.353 33.582 0.044 -0.12 0.34
O 5.304 11.265 28.151 0.123 -0.096 -0.048
O 1.047 12.321 30.578 -0.011 0.28 0.533
O 14.625 0.421 23.536 0.124 -0.068 -0.546
O 5.425 8.244 22.532 -0.178 -0.225 -0.388
O 0.175 12.389 28.098 -0.109 -0.034 0.098
O 12.551 4.771 26.301 0.009 0.114 -0.22
O 10.163 9.788 27.023 -0.227 0.294 0.18
O 12.718 6.966 33.295 -0.079 -0.293 0.412
O 10.79 13.588 22.652 0.133 -0.074 -0.733
O 2.742 0.881 30.356 -0.105 0.202 0.215
O 0.727 7.742 25.291 -0.204 0.232 -0.467
O 4.264 12.437 23.515 -0.019 0.092 -0.641
O 8.136 1.83 25.551 0.27 -0.074 -0.337
O 0.501 4.221 32.587 -0.25 0.115 0.495
O 5.406 2.646 22.416 -0.099 -0.076 -0.394
O -0.475 14.902 28.485 0.04 -0.086 -0.118
O 8.431 0.432 32.73 -0.128 -0.108 0.115
O 8.96 7.954 25.55 -0.22 -0.247 -0.39
O 6.303 14.763 23.377 -0.083 0.144 -0.536
O 10.352 3.333 25.651 0.163 0.169 -0.231
O 12.192 1.494 27.892 -0.161 -0.011 0.039
O 1.392 3.211 26.145 0.167 -0.138 -0.264
O 5.46 13.004 30.142 -0.459 0.116 0.308
O 0.99 9.032 23.078 -0.177 -0.029 -0.077
O 14.513 1.554 29.211 -0.062 -0.191 0.139
O 3.979 -0.132 33.431 -0.235 0.071 0.294
O 10.44 7.838 28.826 -0.345 -0.124 -0.04
O 9.288 11.58 23.434 0.018 0.095 -0.48
O 11.972 4.009 23.737 0.227 -0.236 -0.719
O 14.767 5.293 33.572 -0.022 -0.02 0.621
O 8.098 10.465 25.646 -0.348 0.493 -0.472
O 14.209 13.185 27.204 0.058 0.135 0.049
O 7.378 11.281 29.806 0.323 -0.092 0.214
O 8.057 5.481 25.5 0.089 -0.047 -0.046
O 5.064 13.807 25.556 0.04 0.158 -0.242
O 12.23 2.351 30.393 -0.283 0.212 0.678
O 14.74 7.354 26.296 0.188 -0.028 -0.223
O 1.289 7.796 33.473 0.181 0.086 0.709
O 7.431 6.277 28.327 0.053 -0.005 0.028
O 0.854 15.397 26.247 -0.244 0.195 -0.277
O 3.176 5.008 25.437 -0.191 -0.112 0.163
O 7.082 13.217 27.991 -0.206 -0.17 0.173
O 14.086 14.316 24.793 0.04 0.111 -0.342
O 10.781 8.16 22.515 -0.105 -0.087 -0.213
O 7.943 3.712 28.84 0.125 0.166 -0.149
O 6.777 5.151 30.699 -0.05 0.219 0.214
O 2.47 13.697 25.074 -0.068 -0.067 0.086
O -0.246 8.277 30.513 -0.328 0.004 0.232
O 0.868 10.075 29.009 0.19 -0.11 -0.058
O 9.865 11.562 30.474 -0.354 -0.014 0.552
O 3.688 11.57 26.034 0.032 0.092 -0.272
O 5.899 8.859 32.516 -0.052 -0.155 0.315
O 4.242 5.162 30.036 0.182 0.234 0.395
O 6.187 3.631 25.778 0.065 0.155 -0.04
O 3.206 -0.058 25.518 0.221 0.153 0.134
O 3.636 7.48 26.014 0 -0.063 -0.473
O 7.687 1.27 29.848 -0.061 -0.057 0.451
O 14.561 13.094 29.885 -0.335 0.036 0.223
O 11.23 5.309 28.581 -0.228 -0.111 -0.087
O 4.561 15.421 30.007 0.051 -0.071 0.184
O 11.589 6.712 30.91 0.396 0.104 0.701
O 7.836 8.885 27.8 -0.065 -0.019 0.106
H 15.368 12.049 23.44 0.073 0.215 -0.217
H 14.079 10.762 22.466 0.166 0.217 0.065

Results
total energy: -101250.807 eV
total energy less fixed offsets of H -15.91, O -438.35, Si -107.03 eV per atom: -4.137 eV
